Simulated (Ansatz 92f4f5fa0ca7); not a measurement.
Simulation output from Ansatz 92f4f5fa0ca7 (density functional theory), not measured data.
Periodic cell of 228 atoms, Si133O93As1H1, from a study of silicon, its oxide and their interface. The atomic structure is a simulated model.
Doubt: the cutoff is low for norm-conserving oxygen, so forces and energies are approximate.
Doubt: the program's own warning below bears on the result.

Settings
functional: HSE06
potential files: SPMS norm-conserving
basis: plane waves
wave-function cutoff: 800 eV
density cutoff ratio: 4
exchange-correlation grid ratio: 1
k mesh: 1 x 1 x 1, Gamma-centred
occupations: fixed
spin: none
net charge: 0

Cell vectors (angstrom)
a 10.938 0 0
b 0 10.938 0
c 0 0 32.3233

Atoms: element, x, y, z (angstrom)
Si 0.306 -0.5126 25.0217
Si 5.7886 -0.0954 25.0627
Si 2.7573 2.5161 24.7347
Si 8.0432 2.867 24.6773
Si -0.08 5.7313 24.6742
Si 5.6836 4.9841 24.786
Si 2.7639 8.4521 24.8408
Si 7.9695 8.4653 25.017
Si 1.2643 1.3616 26.1406
Si 7.0247 1.431 26.266
Si 4.1634 3.8576 26.1482
Si 9.543 4.2118 26.0146
Si 1.5753 6.7449 26.0539
Si 6.7705 6.719 26.0759
Si 4.1043 9.7089 26.2616
Si 9.6795 9.3611 26.3685
Si 2.6782 0.08 27.5691
Si 8.3123 -0.0546 27.5834
Si -0.0673 2.7912 27.4749
Si 5.5401 2.6594 27.5977
Si 2.834 5.3564 27.4912
Si 8.1804 5.4693 27.5058
Si 0.1583 8.0101 27.5864
Si 5.4532 8.181 27.5063
Si 4.1018 1.3673 28.905
Si 9.5708 1.3673 28.905
Si 1.3673 4.1018 28.905
Si 6.8362 4.1018 28.905
Si 4.1018 6.8362 28.905
Si 9.5708 6.8362 28.905
Si 1.3673 9.5708 28.905
Si 6.8362 9.5708 28.905
Si 0 0 30.2723
Si 5.469 0 30.2723
Si 2.7345 2.7345 30.2723
Si 8.2035 2.7345 30.2723
Si 0 5.469 30.2723
Si 5.469 5.469 30.2723
Si 2.7345 8.2035 30.2723
Si 8.2035 8.2035 30.2723
Si 1.3673 1.3673 31.6395
Si 6.8362 1.3673 31.6395
Si 4.1018 4.1018 31.6395
Si 9.5708 4.1018 31.6395
Si 1.3673 6.8362 31.6395
Si 6.8362 6.8362 31.6395
Si 4.1018 9.5708 31.6395
Si 9.5708 9.5708 31.6395
Si 2.7345 0 0.6835
Si 8.2035 0 0.6835
Si 0 2.7345 0.6835
Si 5.469 2.7345 0.6835
Si 2.7345 5.469 0.6835
Si 8.2035 5.469 0.6835
Si 0 8.2035 0.6835
Si 5.469 8.2035 0.6835
Si 4.1018 1.3673 2.0507
Si 9.5708 1.3673 2.0507
Si 1.3673 4.1018 2.0507
Si 6.8362 4.1018 2.0507
Si 4.1018 6.8362 2.0507
Si 9.5708 6.8362 2.0507
Si 1.3673 9.5708 2.0507
Si 6.8362 9.5708 2.0507
Si 0 0 3.418
Si 5.469 0 3.418
Si 2.7345 2.7345 3.418
Si 8.2035 2.7345 3.418
Si 0 5.469 3.418
Si 5.469 5.469 3.418
Si 2.7345 8.2035 3.418
Si 8.2035 8.2035 3.418
Si 1.3794 1.3566 4.7713
Si 6.7856 1.4081 4.8195
Si 4.0846 4.1206 4.787
Si 9.5585 4.1325 4.7627
Si 1.3314 6.8743 4.8203
Si 6.7718 6.916 4.6851
Si 4.0375 9.6348 4.8258
Si 9.5203 9.6287 4.7919
Si 2.6692 0.0317 6.2928
Si 8.1747 0.102 6.205
Si 0.0487 2.7856 6.0765
Si 5.4031 2.7526 6.2244
Si 2.7519 5.5324 6.1637
Si 8.1449 5.5785 5.9819
Si -0.0682 8.2612 6.1794
Si 5.4709 8.2858 6.1032
Si 3.7754 1.6681 7.6284
Si 9.8211 1.2941 7.4388
Si 1.5688 3.9569 7.4378
Si 6.6205 4.4563 7.3147
Si 4.4033 6.675 7.4169
Si 9.1595 7.1598 7.3823
Si 0.9822 9.85 7.5789
Si 6.9845 9.4465 7.4911
O 5.4905 5.5208 7.8771
O -0.1327 0.0731 7.9247
O 2.6662 2.8456 8.0336
O 8.0908 8.3004 7.937
O 1.5087 9.4578 24.3654
O 6.8503 3.9371 24.1848
O 6.7772 9.5593 25.0951
O 0.135 4.8182 23.3199
O 6.249 10.0152 8.8744
O 0.716 4.7176 8.6283
O 1.3695 9.2024 9.0376
O 7.514 4.0671 8.6397
O 9.5995 6.3905 8.7578
O 4.3766 0.998 9.0405
O 3.9396 7.3933 8.8292
O 9.4005 2.1499 8.8047
O 5.684 0.3618 23.4662
O 8.5753 1.9701 23.348
O 10.3096 7.1095 23.9167
O 4.7222 5.4766 23.5218
O 8.274 8.5381 23.3971
O 2.3266 3.5145 23.4678
O 3.7795 7.943 23.6049
O 10.1619 -0.1391 23.8375
Si 6.4334 12.2155 15.6138
Si -2.6712 7.978 14.1098
Si 7.4514 4.1023 16.7648
Si -0.4323 3.72 19.9618
Si 14.3452 2.2802 13.2684
Si 3.0969 3.8308 18.0397
Si 3.6733 7.4505 15.0231
Si 4.3179 0.8234 22.7128
Si 1.2808 6.001 14.05
Si 4.3733 -0.71 20.2643
Si 4.7459 2.2282 20.1355
Si 7.9996 2.7329 9.41
Si 9.4161 3.789 11.7541
Si 10.7979 5.7086 9.593
Si 2.8933 4.5492 11.6826
Si 5.6077 8.0233 12.7187
Si 9.9005 1.1085 22.8429
Si 1.2984 8.4154 10.4492
Si 9.9553 -1.0389 20.5845
Si 3.4515 1.5929 16.0525
Si 7.2331 6.5217 21.1104
Si 16.5031 0.2492 12.7849
Si 0.0644 -2.0942 13.1516
Si 9.4456 5.0912 14.604
As -9.826 2.1475 11.4098
Si 3.519 7.3252 19.7724
Si 1.818 9.9044 15.4569
Si 0.86 6.0535 18.6705
Si 7.5275 3.6785 19.8675
Si 7.9116 -1.255 16.6559
Si 0.883 3.5264 22.7043
Si 5.043 5.9957 17.3103
Si 7.1377 9.0951 19.4985
Si 3.939 7.2109 10.441
Si 9.4371 7.6865 22.6591
Si 4.5878 6.859 22.6649
Si 5.8378 0.4897 9.5966
Si 10.8608 -2.0279 17.8012
O 10.0148 0.4347 21.3379
O 4.4807 7.2454 13.6196
O 11.1518 2.1063 23.1
O 6.9271 -1.6788 17.8901
O 3.5508 8.9688 19.6214
O 0.0837 7.2498 17.8212
O 8.1342 3.1353 10.9875
O 4.4879 2.1341 21.7499
O 1.8573 3.621 10.7809
O 13.3005 0.4737 15.6508
O 5.9202 -1.1917 20.3426
O 1.9871 5.2276 12.8287
O 2.8111 8.2264 11.0483
O 3.9764 3.5139 12.3539
O 16.4555 -1.336 13.0854
O 3.7433 6.7648 21.2819
O 1.7928 2.0729 13.0224
O -14.3047 8.7841 15.3415
O -9.6778 0.8768 10.4254
O 3.7916 -0.4155 21.7717
O 3.105 8.9632 15.1317
O 11.7144 -1.056 14.1955
O 6.438 11.9516 13.9685
O 3.3153 1.1659 23.9453
O 4.0622 -10.0833 12.8858
O 6.1333 7.1334 22.1698
O -12.4891 8.9153 13.3755
O -0.8157 4.9364 10.8575
O 7.8843 3.7472 18.2821
O 6.3498 2.5405 19.9728
O 14.5437 2.6687 14.8251
O 4.3513 11.6877 19.4836
O 7.1165 7.5281 13.0535
O -2.2346 6.4792 21.8303
O -2.132 4.3692 15.9031
O 1.989 6.8883 19.4767
O 2.4291 6.3912 15.1379
O 13.7253 2.4058 17.3036
O 9.4592 -1.5588 17.0891
O 6.8987 1.6014 9.106
O 4.6819 7.1668 16.2529
O 19.904 6.6333 14.6621
O 4.1679 4.6354 17.1302
O -1.94 3.4106 20.5721
O 10.4536 13.4691 11.9653
O 7.2925 -3.4288 19.8146
O 0.3917 9.1648 11.5857
O 0.7971 6.8807 10.1993
O 4.6443 6.6289 18.7838
O 15.8838 11.8797 16.2633
O 3.6448 5.6276 10.7569
O 6.5535 5.4802 16.9362
O 10.2525 -2.2725 21.6345
O 1.7279 4.749 18.0677
O 7.5797 11.251 16.2858
O 8.9752 4.3659 13.2101
O 0.0135 9.6189 19.294
O 3.7942 14.3424 19.4762
O 5.3387 18.5936 11.1531
O 6.8916 5.0305 20.543
O 1.1292 -1.483 16.8594
O 0.142 5.0531 14.7311
O 0.5926 -3.5971 13.4662
O 8.4536 9.8837 19.9862
O 6.0103 0.4234 11.222
O 6.7228 2.8445 16.0003
O 0.7758 3.6118 21.0842
O 10.5889 5.2949 19.4615
O -0.2275 2.599 18.7977
H 0.4923 2.7025 18.1579

Results
free energy: -59393.994 eV
free energy less fixed offsets of As -2657.37, H -15.86, O -447.96, Si -113.29 eV per atom: 7.086 eV
gap between the highest filled and lowest empty level on this k mesh: 1.245 eV

The program warned: the cutoff lies below the one the program advises for these potential files; the model core charge is not resolved on the grid; the forces do not sum to zero within the program's tolerance; the exchange-correlation potential is rough where the density is thin.
